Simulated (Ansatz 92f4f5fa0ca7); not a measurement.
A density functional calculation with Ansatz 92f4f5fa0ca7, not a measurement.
Periodic cell of 220 atoms, Si132O88, from a study of silicon, its oxide and their interface. The atomic structure is a simulated model.
This geometry differs little from another in the collection (a relaxation step or a small displacement).

Settings
functional: r2SCAN
potential files: Ansatz PAW
basis: plane waves
wave-function cutoff: 800 eV
density cutoff ratio: 5
exchange-correlation grid ratio: 1
k mesh: 1 x 1 x 1, shifted by 0.5 0.5 0 of a step
self-consistency stop: 1e-10 eV per atom in the density residual
occupations: fixed
spin: none
net charge: 0

Cell vectors (angstrom)
a 10.888 0 0
b 0 10.888 0
c 0 0 32.0007

Atoms: element, x, y, z (angstrom)
Si -0.0676 0.2626 -0.219
Si 2.4369 3.0969 0.1646
Si 0.1646 5.2334 0.1165
Si 3.1008 8.0073 0.089
Si 5.6602 -0.176 0.4155
Si 8.4392 2.3597 -0.0222
Si 5.1356 5.6463 0.0808
Si 7.8675 8.5838 0.0325
Si 1.3552 1.3776 1.3238
Si 4.0358 4.1627 1.4971
Si 1.3903 6.8638 1.3025
Si 4.1395 9.4498 1.6005
Si 6.951 1.3633 1.5272
Si 9.5141 3.9969 1.3491
Si 6.8173 6.8254 1.2607
Si 9.598 9.6228 1.2357
Si -0.0043 2.6871 2.7552
Si 2.7007 0.0163 2.7287
Si 0.0044 8.2166 2.6343
Si 2.6776 5.5185 2.8097
Si 5.4736 2.7569 2.7386
Si 8.2975 -0.0192 2.811
Si 5.5336 8.0819 2.8387
Si 8.1549 5.4343 2.6364
Si 1.3407 4.0856 4.099
Si 4.0938 1.3714 4.0684
Si 1.3327 9.5511 4.0741
Si 4.0955 6.8008 4.166
Si 6.8141 4.1256 4.085
Si 9.573 1.3658 4.1675
Si 6.8823 9.4998 4.122
Si 9.5322 6.8118 3.9945
Si 0.02 0.0024 5.5006
Si 2.7301 2.7298 5.444
Si -0.0272 5.4589 5.4138
Si 2.7149 8.2026 5.4402
Si 5.4592 -0.0096 5.4162
Si 8.168 2.7406 5.4467
Si 5.4528 5.4309 5.4903
Si 8.2083 8.1298 5.4597
Si 1.3769 1.3776 6.8313
Si 4.0902 4.0673 6.8214
Si 1.3552 6.81 6.7667
Si 4.0798 9.5491 6.7991
Si 6.8017 1.3574 6.7801
Si 9.522 4.1024 6.8026
Si 6.8108 6.8049 6.8287
Si 9.5336 9.5177 6.8204
Si 0.0029 2.7533 8.1761
Si 2.7267 0.0091 8.1747
Si 0.0154 8.1611 8.1419
Si 2.7211 5.4604 8.1362
Si 5.4433 2.6873 8.1548
Si 8.1361 -0.0136 8.1554
Si 5.4186 8.1719 8.1643
Si 8.1559 5.4263 8.1733
Si 1.3995 4.116 9.5286
Si 4.0855 1.3532 9.5295
Si 1.3635 9.5128 9.5099
Si 4.0462 6.8179 9.5331
Si 6.7767 4.0573 9.5117
Si 9.4931 1.3696 9.4912
Si 6.7564 9.5282 9.5372
Si 9.537 6.8073 9.4756
Si -0.0269 -0.0088 10.809
Si 2.7774 2.7469 10.8874
Si 0.0437 5.5186 10.8454
Si 2.6956 8.1797 10.932
Si 5.371 -0.0221 10.9276
Si 8.1203 2.7008 10.8805
Si 5.3923 5.4082 10.8527
Si 8.1394 8.1193 10.8179
Si 1.3779 1.3437 12.1171
Si 4.1066 4.0994 12.3359
Si 1.3205 6.8717 12.329
Si 4.0237 9.508 12.3512
Si 6.7012 1.3608 12.2616
Si 9.5654 4.1211 12.0841
Si 6.7959 6.72 12.1616
Si 9.4641 9.5155 12.1307
Si 0.011 2.7387 13.3775
Si 2.586 0.0361 13.6599
Si -0.1171 8.2787 13.6344
Si 2.6613 5.4527 13.6721
Si 5.4783 2.7287 13.7802
Si 8.0664 -0.0742 13.4924
Si 5.472 8.0535 13.5595
Si 8.2076 5.3643 13.4942
Si 1.4255 3.841 14.8794
Si 3.6915 1.6522 14.9485
Si 0.7667 10.0623 14.9578
Si 4.1412 6.7374 14.9656
Si 7.3927 3.6913 14.9593
Si 9.4867 1.3762 14.5861
Si 6.9969 9.2248 14.8809
Si 9.1896 7.0112 14.834
Si 25.2107 -12.4858 19.0266
Si -11.4922 4.6463 22.2329
Si 10.6735 31.2079 24.4176
Si 15.6076 12.6813 25.2972
Si 8.3907 -2.7307 28.9715
Si 4.8556 1.8361 17.6389
Si -10.7578 16.5917 16.9008
Si 19.3884 32.0417 22.4549
Si -9.4714 16.7214 27.1712
Si -6.9783 3.8908 23.3772
Si 6.2838 14.4536 29.9213
Si 13.073 -0.8428 29.7481
Si 7.5933 16.8896 25.3013
Si 13.941 19.3425 27.1977
Si 10.2132 5.7335 29.1836
Si 5.7014 4.8304 17.0841
Si -4.0941 16.802 19.7626
Si 3.8392 9.8992 21.7415
Si -4.6215 21.0969 17.8038
Si 9.6526 17.0263 19.5643
Si 17.0156 27.5829 22.7569
Si 11.7033 -9.5638 24.3103
Si 25.4304 20.675 24.5919
Si -13.6032 -6.7796 27.7421
Si -4.8169 30.6998 23.2813
Si 4.1007 1.5067 30.1728
Si -2.0381 13.1322 23.2762
Si 2.1343 29.8743 16.7126
Si -2.8536 8.6293 19.7309
Si 6.1896 40.7241 27.046
Si 13.8374 -20.7186 19.8184
Si 12.718 2.6846 21.7961
Si -0.415 -4.2995 24.7
Si -13.2126 20.7164 26.6222
Si 18.5475 1.7661 25.9727
Si 2.428 14.2044 25.8558
O 0.7789 -0.2651 -1.5694
O -4.4383 -5.5638 -10.7576
O 10.248 -5.1208 -1.2015
O -8.1676 8.9657 -1.1681
O -2.4102 8.2518 -1.4305
O -4.212 9.6567 -0.314
O 12.6052 1.6061 -8.9964
O -12.376 17.8637 -3.4299
O 26.8497 8.9897 -7.4469
O 23.0971 2.1754 -6.4137
O 13.661 30.934 -6.2264
O -14.9314 29.3094 -12.0772
O 5.585 4.7018 -1.1668
O 7.5374 13.7914 -1.2722
O -1.5015 7.752 19.4438
O 8.0798 -2.7943 15.3708
O 1.3047 -4.1433 16.5754
O 5.0578 14.2487 17.1965
O -4.5466 20.7316 16.2383
O 6.3695 6.8234 25.9996
O 10.7519 -5.2666 18.5005
O 20.6591 20.1175 25.7502
O 16.9745 12.3151 26.0459
O -4.7076 0.9437 17.9708
O 3.266 14.3017 21.9767
O 11.7212 21.5282 24.6902
O 13.5806 8.1384 18.2178
O 31.7194 -1.0086 23.0476
O -2.6407 5.3845 19.2928
O -2.027 9.5161 28.2039
O -7.8267 13.4582 30.7707
O 9.6837 -4.6256 16.2023
O 4.1361 11.9414 16.4131
O 17.9823 -5.6258 23.9475
O -9.616 9.4206 16.3845
O 3.9401 0.4566 24.864
O 1.7263 1.9576 20.3546
O 2.1651 9.2211 28.341
O -7.0973 24.3743 26.3521
O 24.373 17.8044 27.0915
O 28.6313 26.1351 28.6438
O 18.0048 -6.3454 16.3488
O 27.1834 9.755 22.0735
O 6.9033 29.5161 28.4803
O 37.3118 27.0695 23.127
O 8.4744 13.3713 15.3504
O -11.1826 5.3963 23.6272
O -8.3222 -8.1124 15.3593
O 9.502 15.2787 28.6223
O 15.7364 0.6834 31.3227
O -10.6341 38.7766 26.091
O -2.617 20.4362 21.0391
O -3.2991 31.4016 18.5405
O -0.8315 5.76 21.0892
O -10.2726 -17.4671 16.2413
O 13.4259 10.6524 18.9423
O 22.4514 14.6658 21.8392
O 9.0374 25.379 22.4129
O 8.35 11.8836 22.3586
O 14.3421 19.728 20.587
O 7.0667 -1.6306 26.3946
O 14.8435 12.8436 18.9671
O 8.1467 24.3618 27.2652
O 1.3148 4.1686 31.6516
O -1.2788 12.2235 31.3863
O -6.067 5.8134 16.1475
O 10.5522 0.3459 15.381
O -5.0971 27.2427 18.5784
O -7.5192 7.9986 15.6835
O 7.87 2.4834 24.5419
O 15.7943 2.7513 23.9911
O -8.9118 15.2298 26.9851
O -6.2227 8.4516 27.4225
O 7.4661 9.668 23.5604
O -22.4285 34.4993 23.9645
O 13.8921 9.6265 23.1092
O 4.1041 6.8172 31.5466
O -13.2218 22.2305 26.1294
O 2.7273 -6.7659 24.4731
O -7.2161 0.5038 21.1665
O -10.5362 -13.8477 24.1841
O 3.2068 22.1656 29.4055
O -4.6217 7.404 22.8347
O 5.2452 35.063 29.4362
O 15.8191 20.4544 18.4771
O -2.759 4.9696 26.4007
O 8.8848 17.784 24.9086
O 0.8381 16.7526 28.6755

Results
free energy: -134624.139 eV
free energy less fixed offsets of O -570.45, Si -639.56 eV per atom: -2.619 eV

Forces (eV/angstrom), in the order of the atoms: element, x, y, z
Si -0.0182 0.0106 0.0831
Si -0.0083 0.0044 0.0697
Si 0.0249 -0.0163 0.0942
Si 0.0053 -0.0209 0.0783
Si 0.0106 -0.0099 0.0565
Si 0.0187 -0.0111 0.0791
Si -0.0083 0.0189 0.0735
Si -0.019 0.0113 0.1046
Si 0.0009 -0.0008 -0.0062
Si 0.001 0.0001 -0.0044
Si -0.0016 0.0046 -0.0069
Si -0.0008 0.0002 -0.0028
Si 0.0006 0.0009 -0.0026
Si -0.0017 0.001 -0.0056
Si 0.0019 -0.0031 -0.0058
Si 0.0011 -0.0016 -0.0066
Si -0.0009 -0.0005 0.0003
Si -0.0003 -0.0012 0.0009
Si 0.0012 0.0007 0.0004
Si 0.0011 -0.0008 -0.0002
Si 0.0008 0.0013 0.0014
Si -0.0001 0.0023 0
Si -0.0014 0.002 0.0007
Si -0.0009 0.0003 0.0007
Si 0.0001 0.0008 -0.0002
Si -0.0001 0.0007 -0.0015
Si -0.0004 0.0011 -0.001
Si 0.0001 -0.0001 -0.0002
Si -0.0014 0.0009 -0.0007
Si 0.0009 -0.0002 -0.0006
Si 0.0006 -0.0013 -0.0001
Si -0.0008 0.0006 -0.0011
Si -0.0003 0.001 -0.0007
Si -0.0001 0.0007 -0.001
Si 0.0007 -0.0001 -0.0007
Si -0.0003 0.0002 -0.0007
Si 0.0001 0.0001 -0.0007
Si 0.0002 0.0002 -0.0007
Si -0.0004 0.0007 -0.0005
Si -0.0004 0.001 -0.0009
Si -0.0002 0.0004 -0.0011
Si -0.0002 0.0008 -0.0007
Si -0.0002 0.0005 -0.0013
Si -0.0001 0.0003 -0.0005
Si 0.0001 0.0002 -0.0007
Si -0.0002 0.0005 -0.0008
Si -0.0003 0.0007 -0.001
Si -0.0003 0.0004 -0.0008
Si -0.0002 0.0003 -0.0017
Si 0.0001 0.0005 -0.0009
Si 0.0002 0.0004 -0.0005
Si 0 0.0006 -0.0002
Si -0.0002 0.0004 -0.0003
Si 0.0003 0.0008 -0.001
Si 0 0.0006 -0.0007
Si -0.0003 0.0004 -0.0012
Si 0.0006 0.0009 -0.0003
Si 0 0.0004 -0.0004
Si 0 -0.0001 -0.0017
Si -0.0004 0.0008 -0.0003
Si 0.0001 -0.0001 -0.0012
Si -0.0003 0.0007 -0.0014
Si -0.0001 0.0007 0.0001
Si 0 0.0007 -0.0005
Si -0.0011 0.0007 -0.0009
Si 0.0008 0.0023 0.0003
Si 0.0013 0.0014 -0.0015
Si -0.0004 0.0011 -0.0021
Si 0.0008 0.0003 -0.0011
Si 0.0004 -0.0005 -0.0003
Si -0.0002 -0.0005 -0.0007
Si -0.0005 0.0007 -0.0009
Si 0.0013 -0.0024 0.0009
Si 0.0015 0.0017 -0.001
Si 0.0003 -0.0001 0.0012
Si 0.0011 0.0002 0.0009
Si -0.002 0.0028 -0.0005
Si -0.0022 0.0008 -0.0005
Si -0.0015 -0.0001 -0.0003
Si 0.0028 0.001 0.0016
Si 0.0008 0.0007 -0.0029
Si -0.0015 0.0015 -0.0046
Si -0.002 0.001 -0.0041
Si 0.0012 -0.0003 -0.0057
Si 0.0007 -0.0002 -0.005
Si 0.0005 -0.001 -0.0055
Si -0.0015 0.0012 -0.0038
Si 0.0006 0.0009 -0.0058
Si -0.01 0.0062 0.0749
Si 0.0165 -0.0117 0.0935
Si 0.0094 -0.0127 0.0773
Si 0.0031 0.0007 0.09
Si -0.0062 0.018 0.0769
Si -0.0021 0.0012 0.0362
Si -0.0175 0.0173 0.0984
Si 0.005 -0.0104 0.0754
Si -0.0005 0.0369 0.2081
Si 0.0025 -0.0394 0.2158
Si -0.0078 -0.0308 0.1745
Si 0.0173 -0.0022 0.157
Si 0.0239 -0.0212 0.2164
Si -0.0096 -0.0056 0.2008
Si -0.0039 0.0139 0.1927
Si 0.035 0.0394 0.2093
Si 0.0034 0.0257 0.1896
Si 0.0025 -0.0209 0.1825
Si -0.0133 -0.0119 0.1844
Si -0.0197 0.0269 0.2003
Si 0.0093 -0.0039 0.2134
Si -0.0291 0.0102 0.2102
Si -0.0147 0.0079 0.2006
Si -0.0088 0.0032 0.2008
Si 0.0204 0.0041 0.2343
Si 0.0243 -0.0062 0.2432
Si 0.0111 -0.0252 0.2063
Si -0.0299 0.003 0.2245
Si -0.0019 0.0026 0.2305
Si -0.0029 -0.0091 0.1681
Si -0.0178 -0.0053 0.2107
Si -0.0186 0.0194 0.2163
Si -0.0051 -0.0097 0.1813
Si -0.0054 0.0023 0.1476
Si -0.0184 -0.006 0.1765
Si 0.0169 -0.0158 0.1666
Si 0.0169 0.0161 0.2102
Si 0.0102 0.0027 0.1919
Si -0.0485 0.0105 0.2216
Si 0.006 0.0209 0.2051
Si 0.003 0.0239 0.1958
Si -0.0215 -0.0238 0.1947
Si 0.0225 0.0027 0.1909
Si 0.0004 0.0239 0.1762
O 0.0443 -0.0244 -0.0928
O 0.026 0.0026 -0.1738
O -0.025 0.0144 -0.1494
O -0.0158 0.0414 -0.1057
O 0.0103 -0.0122 -0.157
O 0.0085 -0.007 -0.0452
O 0.0248 0.0298 -0.1219
O -0.0017 0.0049 -0.0676
O 0.0266 0.0007 -0.1018
O -0.0177 -0.0293 -0.0828
O 0.0176 0.0398 -0.1373
O 0.0022 -0.0031 -0.0711
O 0.0272 -0.0404 -0.0932
O -0.0413 0.0304 -0.0973
O 0.0137 -0.0141 -0.0655
O 0.0057 -0.0024 -0.0451
O 0.0035 0.0025 -0.0586
O 0.0109 0.0214 -0.0697
O 0.0209 -0.0276 -0.1494
O 0.0173 -0.0322 -0.0986
O 0.0489 -0.0138 -0.1509
O 0.0499 -0.0009 -0.1097
O -0.0253 0.0045 -0.0655
O -0.005 0.0102 -0.0647
O -0.0283 -0.0221 -0.1002
O -0.0003 0.015 -0.0557
O -0.0358 -0.0339 -0.1176
O -0.0459 0.0162 -0.102
O -0.0003 -0.0048 -0.073
O -0.0031 0.0382 -0.124
O 0.0279 -0.0243 -0.0804
O -0.0302 0.0231 -0.0981
O -0.0299 -0.0019 -0.1281
O -0.0378 -0.0054 -0.1304
O -0.0285 0.0333 -0.0884
O -0.0109 -0.0227 -0.0648
O 0.026 -0.0414 -0.1188
O 0.0314 -0.0544 -0.1461
O 0.0025 -0.0073 -0.0761
O -0.0008 -0.0119 -0.0609
O 0.0525 0.0139 -0.1246
O 0.0334 -0.0264 -0.0986
O -0.0332 0.0197 -0.1025
O -0.0413 0.0047 -0.1085
O 0.0189 0.0188 -0.0712
O 0.0074 -0.0073 -0.0364
O -0.0059 -0.0552 -0.1341
O -0.0082 0.0076 -0.0421
O -0.0236 -0.0203 -0.0836
O -0.0318 0.0328 -0.0797
O -0.0449 0.0144 -0.1278
O -0.0206 -0.0657 -0.1678
O -0.0451 0.0446 -0.1122
O -0.0215 0.0549 -0.1593
O 0.0258 -0.0325 -0.0883
O 0.0019 -0.0291 -0.0861
O 0.0062 0.0003 -0.0641
O 0.0167 0.0367 -0.0743
O -0.0087 -0.0288 -0.0727
O -0.013 -0.0196 -0.1486
O -0.0004 0.0127 -0.0774
O 0.0585 0.0196 -0.1277
O -0.0117 -0.052 -0.1086
O -0.0063 0.006 -0.0418
O -0.0016 0.0015 -0.037
O -0.0352 0.0377 -0.0957
O -0.0071 0.0083 -0.0354
O -0.0374 -0.0377 -0.1493
O 0.0317 -0.0202 -0.0781
O 0.0309 0.0122 -0.1255
O -0.0108 0.0374 -0.09
O 0.0174 -0.0413 -0.0846
O 0.0111 -0.0011 -0.0667
O 0.0044 0.0039 -0.083
O -0.0152 0.0108 -0.0638
O 0.0049 0.0084 -0.1487
O -0.0004 0.0013 -0.0393
O -0.0033 0.0192 -0.0698
O 0.0279 0.0097 -0.1133
O -0.0145 0.0253 -0.1191
O 0.0043 0.0084 -0.0594
O -0.0061 -0.0181 -0.0695
O -0.0011 -0.0154 -0.0762
O 0.0112 0.0061 -0.0685
O 0.0389 0.0141 -0.0836
O -0.0152 0.0468 -0.1308
O 0.0164 0.0001 -0.069
O 0.0426 -0.0011 -0.1128

The program warned: the cutoff lies below the one the program advises for these potential files; the forces do not sum to zero within the program's tolerance; empty levels may hold ghost states of the PAW files; the exchange-correlation potential is rough where the density is thin.
